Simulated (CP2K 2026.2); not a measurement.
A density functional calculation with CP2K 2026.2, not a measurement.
Periodic cell of 508 atoms, Si360O148, from a study of silicon, its oxide and their interface. The atomic structure is a simulated model.
Doubt: the forces sum to 0.95 eV/angstrom along one axis rather than to zero, so they err by at least 0.0019 eV/angstrom per atom on average; the grid cutoff is modest.

Settings
functional: PBE
method: Gaussian and plane waves
basis set: DZVP-MOLOPT-SR-GTH
pseudopotentials: GTH-PBE
grid cutoff: 300 Ry, relative cutoff 40 Ry
k points: Gamma only
occupations: fixed
spin: none
net charge: 0

Cell vectors (angstrom)
a 16.32 0 0
b 0 16.32 0
c -0.5461 7.454 33.7767

Atoms and the computed forces on them: element, x, y, z (angstrom), force x, y, z (eV/angstrom)
Si -1.268 -0.827 1.099 0.312 0.33 0.443
Si 1.197 1.934 1.283 0.061 -0.189 0.745
Si -1.102 4.037 1.409 -0.123 0.089 0.741
Si 1.865 6.354 1.671 0.4 -0.133 0.515
Si -1.82 -6.403 1.486 -0.036 -0.011 -0.041
Si 1.799 -4.732 1.656 0.13 0.009 0.576
Si 4.533 -1.93 1.304 0.031 -0.035 -0.024
Si 6.993 1.111 1.467 -0.057 0.068 0.734
Si 3.69 4.75 1.38 0.019 0.032 -0.06
Si 7.149 6.468 1.534 -0.031 -0.032 -0.027
Si 3.557 9.963 1.841 0.055 0.024 -0.025
Si -10.075 -3.67 1.49 -0.066 -0.001 0.035
Si -7.059 -1.038 1.37 0.069 -0.206 0.686
Si -3.759 1.151 1.289 -0.095 0.161 0.72
Si -7.429 4.711 1.463 -0.268 0.102 0.629
Si -4.466 7.102 1.537 -0.107 0.257 0.502
Si -6.206 -7.541 1.38 0.047 -0.065 0.701
Si -3.571 -4.74 1.426 0.15 -0.208 0.627
Si 0.147 0.223 2.597 -0.016 0.01 -0.079
Si 2.779 2.945 2.648 0.044 -0.03 -0.027
Si 0.098 5.418 2.871 -0.039 -0.013 -0.052
Si 2.708 8.123 2.957 -0.013 -0.062 0.015
Si -0.063 -5.533 2.824 0.017 -0.033 -0.022
Si 2.783 -2.821 2.666 0.045 -0.016 -0.051
Si 5.433 -0.15 2.666 -0.012 0.042 -0.067
Si -8.213 2.799 2.686 0.027 0.005 -0.04
Si 5.42 5.513 2.788 -0.001 -0.01 -0.006
Si -8.053 8.11 2.742 0.045 0.088 -0.094
Si 5.371 -5.348 2.88 0.017 0.009 -0.04
Si -8.244 -2.68 2.649 0.008 0.01 -0.041
Si -5.395 0.042 2.625 0.017 0 -0.003
Si -2.687 2.776 2.632 -0.006 -0.014 -0.072
Si -5.582 5.47 2.769 0 0.001 -0.048
Si -2.761 8.174 2.767 -0.036 -0.007 -0.054
Si -5.414 -5.634 2.577 -0.057 0.016 -0.087
Si -2.718 -2.976 2.734 -0.409 -0.208 0.362
Si -1.325 1.412 4.026 0.01 0.002 0.008
Si 1.423 4.07 4.22 0.015 -0.019 0.004
Si -1.356 6.812 4.083 0.025 0.001 0.009
Si 1.233 9.411 4.225 0.002 0.026 0.005
Si -1.316 -4.117 4.212 -0.056 0.008 -0.067
Si 1.397 -1.332 3.913 -0.017 0 -0.018
Si 4.064 1.359 3.919 -0.008 -0.006 -0.011
Si 6.706 4.037 4.112 -0.002 0.05 -0.023
Si 4.168 6.858 4.242 0.009 -0.034 -0.012
Si 6.856 -6.781 4.021 -0.019 -0.039 0.008
Si 4.037 -4.037 4.262 0 -0.02 -0.062
Si -9.515 -1.369 4.138 -0.001 -0.007 -0.022
Si -6.749 1.443 4.001 -0.015 -0.023 0.008
Si -4.119 4.073 3.997 0.006 -0.025 0.004
Si -6.827 6.793 4.242 -0.025 0.047 -0.012
Si -4.112 -6.829 4.161 0.009 -0.015 0
Si -6.8 -4.133 3.875 0.039 0.006 0.018
Si -4.079 -1.426 3.954 0.08 0.025 -0.018
Si -2.705 -0.025 5.326 0.002 0.013 -0.021
Si 0.006 2.701 5.483 -0.01 -0.017 -0.015
Si -2.748 5.428 5.383 -0.011 -0.001 0.011
Si -0.083 8.098 5.581 0.005 -0.03 0.025
Si -2.735 -5.465 5.505 -0.018 -0.042 0.002
Si 0.054 -2.656 5.403 0.033 0.011 -0.002
Si 2.718 0.014 5.34 -0.012 0 0.009
Si 5.391 2.646 5.426 -0.02 -0.011 0.005
Si 2.769 5.462 5.535 -0.028 -0.014 -0.017
Si 5.533 -8.091 5.504 -0.011 0.038 0.019
Si 2.646 -5.466 5.493 0.024 -0.013 0.013
Si 5.448 -2.688 5.535 0.005 0.015 -0.01
Si -8.124 0.05 5.383 0.02 0.028 -0.016
Si -5.418 2.731 5.423 -0.006 -0.007 0.013
Si -8.227 5.397 5.485 0.015 -0.003 -0.018
Si -5.447 8.152 5.542 -0.003 0.027 0.033
Si -8.121 -5.419 5.377 0.005 0.021 0.005
Si -5.458 -2.77 5.315 0.001 -0.004 0.016
Si -1.353 -1.338 6.751 -0.007 0.005 0.012
Si 1.367 1.32 6.788 0.025 0.009 0
Si -1.38 4.085 6.783 -0.006 0.027 -0.01
Si 1.356 6.777 6.876 0.012 0.011 0.007
Si -1.406 9.506 6.887 -0.019 -0.016 0.031
Si 1.343 -4.044 6.818 0.004 -0.023 -0.01
Si 4.065 -1.302 6.8 -0.014 0.024 0.006
Si 6.811 1.35 6.782 -0.001 -0.012 0.011
Si 4.09 4.037 6.832 0.002 0.004 0.006
Si -9.509 6.802 6.858 -0.01 0.019 0.002
Si 4.084 -6.779 6.824 0.007 -0.013 0.003
Si 6.835 12.233 6.797 0.012 -0.043 -0.001
Si -6.784 -1.372 6.713 0.015 -0.018 -0.011
Si -4.056 1.331 6.734 0.014 -0.002 -0.003
Si -6.803 4.062 6.799 0 0.012 0.009
Si -4.065 6.769 6.824 0.025 0.004 0.004
Si -6.815 -6.769 6.821 -0.019 0.01 -0.003
Si -4.111 -4.063 6.779 -0.025 -0.012 -0.013
Si -0.004 -0.01 8.154 0.009 -0.003 0.004
Si 2.709 2.691 8.168 -0.004 -0.006 0.004
Si -0.02 5.411 8.19 0.002 0.006 0.003
Si 2.729 -8.154 8.185 0.006 -0.003 0.008
Si -0.016 -5.418 8.176 -0.006 0.018 -0.003
Si 2.723 -2.696 8.159 0.013 0.002 0.009
Si 5.448 0.015 8.165 -0.005 -0.001 0.014
Si -8.159 2.706 8.157 -0.014 0.014 0.009
Si -10.881 5.424 8.183 0.006 -0.004 0
Si 8.17 8.172 8.191 -0.002 -0.015 0.006
Si 5.456 10.894 8.169 0.002 0.014 0.006
Si -8.133 -2.706 8.132 -0.017 -0.003 -0.011
Si -5.426 -0.022 8.101 0.008 0.006 -0.016
Si -2.727 2.702 8.13 -0.008 -0.015 -0.008
Si -5.444 5.42 8.165 -0.019 0.012 0.002
Si -2.743 8.13 8.218 0.001 0.017 0.013
Si -5.449 -5.417 8.17 0.011 -0.021 0.012
Si -2.722 -2.704 8.117 0.018 -0.005 0.004
Si -1.351 1.366 14.967 0.007 -0.008 -0.001
Si 1.36 4.07 14.968 0.009 0.012 -0.006
Si -1.379 6.809 14.961 0.015 -0.001 -0.006
Si 1.344 -6.794 14.964 -0.008 0.001 -0.008
Si -1.365 -4.095 14.941 -0.005 0.015 -0.007
Si 1.362 -1.359 14.951 0.004 -0.005 -0.001
Si 4.087 1.379 14.93 -0.001 -0.002 -0.007
Si -9.512 4.095 14.969 0.004 -0.015 -0.005
Si 4.088 -9.53 14.963 0.001 0.003 -0.001
Si 6.795 9.502 14.967 0.003 -0.005 0
Si 4.073 -4.087 14.958 -0.006 -0.003 -0.015
Si 6.81 -1.365 14.954 0 0.004 -0.012
Si -6.792 1.367 14.959 -0.018 0.021 -0.008
Si -4.083 4.085 14.969 -0.005 0.009 -0.007
Si -6.8 6.793 14.967 -0.001 0.003 -0.005
Si -4.082 9.505 14.966 -0.017 0.019 -0.013
Si -6.786 -4.081 14.945 0.009 -0.032 -0.006
Si -4.077 -1.354 14.967 0.002 -0.018 -0.001
Si -2.711 0.01 16.321 0 -0.008 -0.006
Si 0.003 2.72 16.344 -0.008 0.006 0.002
Si -2.732 5.454 16.33 -0.01 0.007 -0.01
Si -0.053 8.197 16.32 -0.036 0.015 0.014
Si -2.693 -5.476 16.317 0.036 -0.032 0.006
Si -0.012 -2.73 16.287 0.01 -0.021 -0.007
Si 2.733 0.024 16.283 0.014 -0.002 -0.003
Si 5.413 2.755 16.304 -0.007 0.012 0.008
Si 2.745 5.413 16.32 0.019 -0.024 -0.002
Si 5.441 -8.184 16.341 0.015 0.016 0.001
Si 2.71 -5.442 16.326 -0.005 0.011 -0.001
Si 5.445 -2.73 16.304 -0.006 -0.011 0.006
Si -8.125 -0.024 16.309 0.022 -0.036 0.005
Si -5.453 2.741 16.329 0.007 -0.026 -0.004
Si -8.16 5.456 16.348 -0.012 0 -0.002
Si -5.434 8.137 16.334 0.01 0.008 -0.004
Si -8.126 -5.467 16.289 -0.004 0.031 -0.017
Si -5.454 -2.708 16.318 -0.033 0.029 0
Si -1.301 -1.325 17.651 0.022 0.005 0.01
Si 1.443 1.409 17.684 0.006 0.015 -0.023
Si -1.421 4.052 17.678 0.015 0.009 0.007
Si 1.337 6.803 17.564 0.001 -0.007 -0.001
Si -1.391 -6.808 17.795 -0.007 0.007 -0.03
Si 1.272 -4.133 17.667 -0.015 -0.007 -0.026
Si 4.028 -1.39 17.628 0.016 -0.013 0.008
Si -9.519 1.366 17.564 -0.021 0.003 -0.024
Si 4.09 4.084 17.763 0.005 -0.003 -0.014
Si -9.576 6.741 17.742 -0.004 -0.009 -0.025
Si 4.117 -6.77 17.669 -0.025 -0.001 0.017
Si -9.425 -4.05 17.621 0.021 -0.021 -0.032
Si -6.781 -1.358 17.749 -0.011 0.006 -0.039
Si -4.132 1.326 17.666 0.005 -0.012 -0.032
Si -6.737 4.165 17.706 -0.024 0.004 0.034
Si -4.022 6.856 17.728 0.02 0.01 -0.039
Si -6.854 9.438 17.679 -0.021 -0.004 0.019
Si -4.072 -4.098 17.595 -0.015 0.009 0.021
Si 0.114 0.037 19.005 0.018 -0.047 0.051
Si 2.75 2.74 19.162 -0.02 -0.002 -0.008
Si -0.025 5.468 18.913 -0.025 0.018 0.05
Si 2.677 8.158 18.904 0.008 0.017 0.021
Si -0.04 -5.442 19.164 0.021 -0.005 -0.005
Si 2.599 -2.746 18.967 0.013 0.053 0.034
Si 5.451 -0.018 18.881 0.024 -0.05 0.047
Si -8.164 2.738 18.884 0.001 -0.024 0.054
Si 5.417 5.409 19.208 0.027 0.01 -0.013
Si -8.242 8.088 19.101 0.017 0.035 0.03
Si 5.569 -5.39 18.961 0.021 -0.056 -0.006
Si -8.129 -2.74 19.105 -0.026 -0.013 -0.01
Si -5.414 -0.009 19.132 0.029 -0.008 -0.011
Si -2.824 2.677 19.026 -0.021 0.036 0.045
Si -5.353 5.553 19.114 -0.018 -0.031 0.072
Si -2.728 -8.156 19.236 -0.011 0.016 -0.002
Si -5.43 -5.5 18.904 0.004 -0.012 0.034
Si -2.7 -2.719 18.906 0.022 0.009 0.041
Si -1.345 1.352 20.283 -0.012 -0.031 -0.011
Si 1.281 4.191 20.368 0.008 -0.018 0.086
Si -1.248 6.75 20.472 0.012 0.004 0.041
Si 1.41 -6.859 20.399 -0.016 0.043 0.074
Si -1.464 -4.012 20.419 -0.01 0.013 0.012
Si 1.347 -1.382 20.474 -0.02 -0.018 -0.009
Si 3.255 -0.524 21.617 0.01 -0.17 -0.585
Si -9.442 3.954 20.441 -0.042 -0.027 0.074
Si 3.926 6.859 20.4 -0.023 0.007 0.053
Si -9.557 9.525 20.465 -0.009 0.037 -0.009
Si 4.125 -4.027 20.167 -0.005 0.013 -0.013
Si 6.762 -1.321 20.346 0.048 -0.051 0.04
Si -6.85 1.443 20.318 -0.013 -0.01 0.023
Si -4.058 4.107 20.492 -0.011 0.001 -0.012
Si -6.801 6.83 20.519 -0.001 0.009 0.004
Si -4.213 -6.749 20.493 0.01 -0.035 0.051
Si -6.703 -4.18 20.328 -0.028 0.021 0.01
Si -3.969 -1.425 20.397 -0.011 0.039 0.071
Si -2.117 -0.484 21.556 0.011 -0.249 -0.634
Si -0.522 3.189 21.51 -0.086 0.255 -0.631
Si -2.178 4.944 21.714 0.053 0.029 0.083
Si 0.475 7.77 21.801 0.006 -0.037 0.027
Si -3.238 -4.97 21.699 -0.027 0.009 -0.021
Si -0.5 -2.273 21.718 0.06 -0.032 0.061
Si 4.179 1.264 20.384 -0.01 0.031 0.069
Si 6.047 2.037 21.617 0.224 -0.036 -0.638
Si 2.161 5.935 21.727 -0.04 0.038 -0.025
Si 4.824 8.681 21.603 -0.014 0.287 -0.539
Si 2.781 -4.792 23.431 0.199 -0.177 -0.613
Si 4.908 -2.23 21.474 0.015 0.014 -0.007
Si -8.514 0.374 21.592 0.04 0.005 0.046
Si -5.936 3.201 21.623 -0.034 -0.02 0.01
Si -7.646 4.921 21.652 -0.021 -0.019 0.027
Si -6.047 -7.595 21.799 -0.134 0.195 -0.543
Si -7.738 -5.844 21.655 -0.001 -0.009 0.03
Si -4.927 -3.229 21.579 0.055 -0.042 -0.025
Si -3.014 0.696 24.324 -0.023 0.019 0.005
Si -0.623 -2.845 26.882 0.047 -0.002 -0.077
Si 2.447 0.056 24.646 0.099 -0.08 -0.073
Si -2.261 -5.56 23.781 -0.477 0.126 -0.449
Si -2.178 5.603 24.014 0.066 -0.269 -0.806
Si -0.027 -3.449 23.768 -0.343 0.565 -0.51
Si -0.531 -8.086 23.948 0.31 0.037 -0.614
Si -10.792 3.489 24.185 -0.023 -0.108 -0.16
Si -10.25 0.535 -3.759 0.082 0.024 -0.072
Si -10.466 7.607 24.358 -0.057 -0.055 -0.026
Si 3.235 -5.774 21.407 0.042 -0.024 -0.069
Si 5.256 -3.059 23.6 -0.116 0.373 -0.519
Si -7.489 -0.031 23.693 -0.318 0.133 -0.67
Si -6.156 4.59 25.792 0.005 0.013 -0.106
Si -8.381 5.37 23.818 0.209 -0.108 -0.631
Si -4.06 6.737 25.841 -0.093 -0.034 -0.065
Si -8.32 -4.588 23.566 0.243 -0.556 -0.624
Si -5.882 -2.62 23.594 0.338 -0.152 -0.513
Si -1.295 -5.761 -5.368 -0.078 0.053 -0.021
Si 4.33 7.829 -4.491 -0.086 0.089 -0.011
Si -4.837 4.879 -5.162 -0.003 0.009 -0.179
Si 0.155 4.136 -4.505 -0.11 0.074 0.028
Si 2.867 4.787 23.672 -0.226 0.323 -0.56
Si -7.174 3.742 -1.524 -0.046 -0.036 0.135
Si 1.903 -6.928 25.468 -0.177 -0.013 0.06
Si -3.192 0.037 -3.213 0.109 -0.041 0.003
Si -3.103 -6.49 -3.011 0.055 -0.049 0.015
Si -4.197 -4.196 -1.678 0.015 0.008 0.254
Si 2.36 -4.494 -1.248 0.101 -0.123 0.149
Si -10.036 7.323 -0.511 0.24 -0.215 0.599
Si -2.86 -0.761 26.925 0.027 -0.013 0.003
Si -6.34 -3.633 -5.178 -0.013 -0.001 0.028
Si -9.094 -4.594 -0.412 -0.368 0.292 0.468
Si 4.406 4.821 -0.936 -0.216 -0.038 0.712
Si -5.851 -7.324 24.95 -0.013 0.01 -0.122
Si -2.511 6.12 -0.597 -0.15 -0.063 0.161
Si -2.674 4.32 -2.968 0.044 0.047 -0.01
Si 3.412 -0.456 -4.912 -0.033 0.06 -0.101
Si -1.772 -0.932 -5.491 -0.08 0.005 0.089
Si -1.248 -7.301 -0.609 -0.273 0.324 0.545
Si -0.492 -0.657 -1.828 -0.011 0.015 0.068
Si 3.457 6.69 25.923 0.04 -0.014 -0.08
Si 1.294 -4.857 -4.175 0.102 0.055 0.176
Si 4.637 1.564 26.266 -0.012 -0.072 -0.041
Si -7.689 4.957 -4.251 -0.01 -0.135 -0.145
Si 0.833 2.478 24.236 0.025 0.096 -0.089
Si -8.957 7.566 -5.19 -0.031 0.091 -0.026
Si -4.556 7.983 -4.74 0.006 0.035 0.07
Si -5.645 2.329 23.76 -0.177 0.276 -0.524
Si 0.745 -1.871 -4.259 -0.008 0.107 0.011
Si 4.156 -5.579 -4.585 0.068 -0.017 0.041
Si 2.287 5.94 -2.94 0.018 0.024 0.09
Si 3.826 -1.779 -0.99 0.202 -0.022 0.615
Si -4.374 2.292 -1.611 0.043 0.062 0.191
Si -8.646 -6.664 25.749 0.107 -0.075 -0.114
Si -8.328 -1.819 -3.719 -0.008 -0.064 0.052
Si 1.402 7.858 -0.965 0.013 0.021 0.16
Si 2.397 2.29 -4.231 -0.013 -0.048 0.05
Si 3.964 -6.858 -0.347 -0.178 0.294 0.674
Si 2.122 0.881 -1.548 -0.072 -0.058 0.08
Si -7.139 -6.56 -4.207 -0.006 -0.081 0.04
Si -10.646 -3.466 -2.818 -0.07 0.037 0.078
Si 2.193 -1.934 26.936 -0.027 0.031 -0.015
Si -6.815 -2.626 -1.16 0.035 0.076 0.021
Si -7.802 -7.217 -1.176 0.033 -0.079 0.008
Si -1.475 3.067 25.793 -0.005 0.026 -0.006
Si -9.846 -0.934 25.605 -0.069 0.013 -0.115
Si -9.743 3.049 -5.6 -0.032 0.029 -0.1
Si -3.63 -2.671 -3.948 -0.016 0.025 -0.043
Si 3.15 -4.946 27.524 0.066 -0.061 -0.036
Si -9.997 2.324 -1.268 0.029 0.127 0.047
Si -4.565 -4.548 25.556 0.013 -0.066 -0.043
Si -1.361 1.361 9.506 0.017 0.009 0.004
Si 1.35 4.052 9.532 -0.007 -0.021 0.01
Si -1.362 6.783 9.554 0.003 0.014 -0.001
Si 1.36 -6.783 9.526 0.018 0.012 -0.001
Si -1.381 -4.062 9.514 -0.009 -0.019 0
Si 1.352 -1.362 9.524 -0.016 -0.005 0.001
Si 4.086 1.361 9.532 0.009 0.016 -0.001
Si -9.507 4.073 9.528 0.01 0.018 0
Si 4.076 6.788 9.537 -0.019 -0.017 0.002
Si 6.793 9.52 9.538 -0.015 -0.007 -0.003
Si 4.091 -4.06 9.516 0.02 0.014 0.001
Si -9.509 -1.365 9.504 -0.001 -0.007 0.004
Si -6.785 1.334 9.488 -0.014 -0.023 -0.004
Si -4.083 4.054 9.513 0.006 -0.004 -0.007
Si -6.787 6.798 9.529 0.011 0.02 0.003
Si -4.103 -6.797 9.534 -0.001 -0.02 0.009
Si -6.803 -4.061 9.526 0.004 0.022 0.002
Si -4.075 -1.355 9.496 -0.005 0.006 0.003
Si -2.721 0.001 10.867 0.003 0.001 0.002
Si -0.012 2.707 10.89 0.003 0.003 0.006
Si -2.731 5.418 10.889 0.01 -0.001 0.007
Si 0.004 -8.157 10.887 -0.005 -0.009 0.003
Si -2.724 -5.437 10.875 -0.004 0.014 -0.005
Si -0.011 -2.717 10.88 0.006 0.006 -0.002
Si 2.72 -0.004 10.88 0.009 -0.004 0
Si -10.877 2.724 10.887 -0.009 -0.003 0.001
Si 2.711 5.43 10.885 -0.004 0.014 -0.003
Si 5.436 8.154 10.892 0.007 0.001 -0.001
Si 2.729 -5.428 10.877 -0.004 -0.002 -0.003
Si -10.868 -2.715 10.88 -0.003 -0.004 0.007
Si -8.147 -0.006 10.866 0 0.006 0
Si -5.442 2.698 10.871 -0.004 0.004 0.001
Si -8.151 5.437 10.883 -0.002 -0.008 -0.006
Si -5.448 8.16 10.896 -0.008 0.004 0.002
Si -8.161 -5.433 10.883 -0.003 -0.001 0.003
Si -5.433 -2.707 10.873 0.011 -0.017 0.008
Si -1.371 -1.36 12.239 0.004 0.001 0.006
Si 1.353 1.348 12.237 -0.001 0.003 -0.004
Si -1.359 4.079 12.255 0 -0.012 0.001
Si 1.357 -9.523 12.247 0.012 -0.005 -0.002
Si -1.365 -6.8 12.238 0.004 0.011 -0.002
Si 1.364 -4.071 12.232 -0.006 -0.004 -0.001
Si 4.092 -1.354 12.239 0.001 -0.005 0.001
Si -9.508 1.359 12.227 0.002 0.002 -0.006
Si -12.239 4.083 12.246 -0.001 0 -0.002
Si 6.811 6.801 12.241 0.002 -0.008 -0.001
Si 4.069 9.514 12.247 0 0.005 0
Si -9.526 -4.088 12.245 -0.006 0.005 -0.004
Si -6.792 -1.356 12.243 -0.007 0.004 0
Si -4.07 1.362 12.239 0.001 -0.008 -0.005
Si -6.8 4.063 12.236 0.002 0.01 -0.002
Si -4.092 6.786 12.241 0.001 0.016 -0.004
Si -6.802 9.527 12.249 -0.001 -0.009 0.004
Si -4.081 -4.077 12.229 -0.002 -0.009 0.001
Si -0.009 -0.006 13.599 -0.008 -0.014 0.002
Si 2.707 2.719 13.585 -0.013 -0.014 0.004
Si 0 5.446 13.616 0.003 0.012 0
Si 2.71 -8.168 13.615 -0.012 -0.01 -0.004
Si 0.007 -5.436 13.584 0.017 0.009 -0.001
Si 2.729 -2.714 13.594 0.019 0.019 -0.001
Si 5.459 0.008 13.593 0.008 0.018 -0.006
Si -8.166 2.716 13.604 -0.015 -0.014 -0.009
Si -10.868 5.446 13.598 0.014 0.02 0.005
Si 8.166 8.161 13.606 0.007 0.028 -0.002
Si 5.433 10.865 13.606 -0.014 -0.025 -0.002
Si -8.159 -2.728 13.592 -0.006 -0.024 0.008
Si -5.428 0.01 13.602 0.012 0.01 0.006
Si -2.716 2.725 13.612 0.018 0.022 -0.001
Si -5.451 5.425 13.602 -0.021 -0.028 -0.003
Si -2.734 8.152 13.59 -0.009 -0.023 0.002
Si -5.423 -5.439 13.597 0.014 0.034 -0.011
Si -2.732 -2.725 13.599 -0.013 -0.024 -0.011
O -1.701 -2.281 1.642 0.3 -0.273 -0.325
O -1.218 4.099 -3.645 0.076 -0.172 0.194
O -0.02 -1.837 -2.827 -0.232 -0.469 0.166
O -2.261 0.022 23.091 0.036 -0.119 0.103
O -5.417 3.499 24.855 0.722 -0.013 0.225
O 1.091 0.88 24.313 -0.568 -0.301 -0.057
O -0.221 2.744 23.051 0.065 -0.312 0.33
O -0.989 6.701 24.268 0.245 -0.209 0.14
O 4.468 4.517 23.509 0.186 0.444 -0.324
O -2.546 -5.721 -4.336 -0.329 0.241 -0.019
O 1.55 -3.744 23.576 0.175 0.216 0.13
O -5.788 -7.844 23.413 -0.043 -0.309 0.159
O -9.808 -4.036 23.308 -0.145 0.068 -0.037
O -9.495 -1.638 27.007 0.028 -0.713 0.202
O 2.413 -6.178 24.153 0.214 -0.521 -0.459
O -9.89 -7.39 25.048 -0.391 0.331 -0.047
O 3.165 -0.253 23.238 0.098 0.283 0.218
O 1.209 6.83 0.254 -0.565 -0.087 -0.13
O -1.764 4.925 0.21 0.117 -0.048 -0.41
O 5.376 -7.632 -0.507 0.106 0.104 -0.24
O -7.319 -6.651 -2.601 0.474 0.212 -0.121
O 2.015 1.523 -0.069 0.126 0.054 -0.264
O -9.046 4.166 -4.661 -0.338 0.078 0.113
O -2.691 5.72 -2.155 0.018 0.186 -0.406
O 3.642 7.947 -5.96 -0.119 0.222 0.002
O -7.697 -3.785 -0.494 0.241 -0.148 0.369
O -8.16 0.095 0.895 -0.253 0.261 -0.277
O -1.996 4.437 25.129 -0.191 0.112 0.327
O -2.137 1.845 24.994 0.125 -0.006 -0.076
O -8.659 -6.149 -0.305 -0.32 -0.109 0.545
O 3.051 5.027 -1.827 -0.425 -0.201 0.183
O -10.451 7.363 -4.604 0.075 -0.525 0.341
O 3.283 6.293 27.472 0.012 -0.381 0.096
O 2.891 -7.885 -0.967 0.2 -0.307 -0.443
O 1.283 5.092 -3.858 0.049 0.182 -0.216
O -8.72 7.771 -1.383 0.277 -0.301 -0.275
O -7.001 -5.002 -4.622 -0.183 0.071 0.392
O -4.765 -8.138 25.814 0.138 0.162 0.533
O -1.605 7.443 -0.544 0.034 -0.309 0.117
O -5.514 -5.742 25.002 -0.158 0.141 -0.117
O -9.358 4.189 24.335 -0.048 -0.298 0.053
O 0.353 -7.249 -0.87 0.349 0.352 -0.233
O 2.109 -5.846 26.651 -0.385 0.305 0.26
O 5.04 2.991 25.631 -0.072 0.421 0.413
O -10.773 -1.943 24.745 -0.152 -0.024 0.302
O -6.96 1.443 24.16 -0.262 0.134 0.177
O -4.162 -1.243 -3.405 -0.641 0.167 0.062
O -10.285 1.808 -4.737 -0.197 0.031 -0.1
O -7.346 -3.308 23.671 -0.439 0.41 0.332
O -7.188 -2.324 -4.737 0.204 0.386 -0.482
O -4.936 6.432 -4.741 -0.137 0.051 0.138
O -7.93 6.526 -4.52 0.575 0.285 0.431
O -10.161 1.788 0.245 -0.426 0.006 0.304
O -2.402 -2.335 -4.946 0.359 -0.615 -0.251
O -6.89 3.799 26.985 -0.214 -0.455 0.039
O -3.783 -4.247 -0.131 -0.019 0.206 -0.178
O 2.627 5.635 25.033 -0.561 -0.155 0.332
O -1.869 2.934 27.358 -0.371 0.551 0.306
O 3.273 1.059 25.59 -0.141 0.151 0.098
O -7.691 -1.806 -2.231 0.053 0.484 0.102
O -3.221 -0.493 25.385 -0.247 -0.149 0.012
O -3.604 6.323 24.34 -0.357 0.2 -0.479
O -8.341 -5.266 25.026 0.026 0.358 0.508
O -5.805 2.975 -1.874 0.032 -0.157 -0.41
O 4.921 8.113 23.148 -0.538 -0.172 0.164
O -0.484 -1.127 -0.29 0.523 -0.483 0.025
O -1.895 -7.156 23.899 -0.481 -0.288 -0.217
O -8.46 2.764 -1.501 0.069 -0.337 -0.258
O -3.941 6.47 0.095 -0.229 -0.284 -0.442
O 2.668 1.925 -2.667 0.371 0.433 -0.046
O 5.005 6.735 25.431 0.355 -0.383 0.197
O 4.751 -0.356 -4.026 0.11 -0.281 0.019
O -9.219 6.757 23.79 0.297 0.35 -0.342
O 2.841 -3.414 27.104 -0.025 -0.205 -0.02
O 4.607 -4.326 -3.668 -0.388 -0.015 -0.225
O -4.98 -3.153 24.84 0.262 0.441 0.38
O -4.777 -4.32 27.143 0.07 -0.177 0.101
O -9.555 -2.862 -3.834 -0.041 -0.103 -0.693
O 5.256 3.53 -1.456 0.087 -0.16 -0.194
O 2.168 3.328 23.887 0.102 -0.185 -0.186
O 3.152 -0.367 -1.422 0.209 0.129 -0.162
O 3.713 -5.414 -1.104 0.632 0.287 -0.037
O 2.606 -5.357 -4.963 0.068 -0.046 -0.303
O -8.497 -0.618 24.799 0.248 -0.105 0.006
O -0.661 -4.224 27.747 0.132 -0.26 -0.268
O -2.077 -2.165 27.096 -0.168 -0.481 0.479
O 2.712 -2.924 -1.264 -0.1 0.325 -0.028
O 0.138 2.975 25.612 0.347 0.186 0.433
O -1.997 -0.165 -2.135 -0.086 0.085 0.323
O -4.382 1.74 -0.096 -0.173 0.009 -0.033
O -1.87 0.346 27.533 0.332 -0.028 0.055
O -3.101 -3.451 -2.619 0.447 -0.13 0.131
O -3.051 -4.979 25.105 0.44 0.156 0.624
O -4.806 -3.498 -4.675 -0.003 -0.025 -0.234
O -2.605 0.07 0.851 -0.198 -0.048 -0.345
O 1.255 7.016 -2.317 -0.618 0.03 -0.53
O 5.053 -2.224 -1.971 0.203 0.142 -0.154
O 2.213 -1.347 25.421 0 -0.542 -0.44
O 2.881 -8.155 25.732 0.169 0.096 0.144
O -10.312 1.085 -2.245 -0.06 -0.419 0.158
O -6.183 -1.021 23.653 0.359 0.174 0.209
O 0.408 -7.489 25.156 -0.097 -0.171 0.245
O -3.816 4.211 -4.106 -0.037 -0.354 -0.107
O 2.252 -1.289 -4.158 0.026 0.104 0.6
O 4.751 -5.23 27.347 0.062 0.274 -0.307
O -7.305 -7.562 25.624 -0.064 -0.586 0.334
O 5.037 -5.652 -5.93 0.382 -0.002 0.007
O -8.911 -0.342 -4.027 0.302 0.163 -0.539
O -4.27 -0.673 27.68 -0.15 -0.031 -0.482
O -0.024 2.941 0.805 0.089 -0.128 -0.364
O -9.907 -4.466 -1.799 -0.216 -0.531 -0.216
O 3.472 6.718 -3.711 0.382 -0.217 0.21
O -4.38 1.335 23.78 0.13 0.133 -0.278
O -10.665 2.211 23.207 -0.094 -0.333 0.394
O 1.417 -4.694 0.051 -0.361 -0.044 -0.105
O -10.564 0.462 25.938 -0.041 0.229 0.084
O -7.181 5.469 24.901 0.041 0.501 0.025
O -7 4.455 -0.095 0.501 -0.027 -0.138
O -0.792 -4.879 23.647 0.283 -0.325 -0.103
O 0.618 0.505 -2.015 -0.181 0.317 -0.242
O -3.64 -7.948 -3.46 0.012 -0.323 0.389
O -1.952 -6.62 -1.894 0.034 0.457 -0.14
O -2.737 6.797 26.762 0.571 0.3 -0.279
O -4.214 1.162 -2.741 -0.414 -0.087 -0.35
O 0.836 2.662 -4.496 -0.463 -0.559 -0.166
O 0.061 -5.825 -4.507 0.17 -0.193 0.294
O -5.569 -3.366 -1.852 -0.076 -0.014 -0.372
O -3.074 3.235 -1.828 0.52 -0.129 0.625
O 4.298 -7.011 -3.815 0.264 0.047 0.675
O -4.334 -5.678 -2.327 -0.245 -0.369 -0.282
O -5.073 5.615 26.417 0.152 0.061 0.293
O -0.373 -2.981 25.284 -0.191 0.192 0.081
O 5.391 6.12 -1.157 -0.152 -0.093 -0.478
O 4.043 -4.019 24.112 0.07 0.03 0.802
O -7.427 4.84 -2.667 0.161 0.475 0.071
O -6.506 -7.504 -0.244 0.219 0.016 -0.639
O 1.566 -4.878 -2.585 -0.204 -0.138 -0.004
O 0.641 -1.968 27.423 -0.1 0.389 0.335
O -6.381 4.371 -5.045 -0.005 -0.434 -0.232
O 3.348 3.532 -4.705 0.181 0.124 0.557
O -6.341 -1.629 0.02 0.378 0.088 -0.436
O -2.418 0.288 -4.622 0.075 0.528 -0.209
O -5.844 -7.375 -4.723 0.139 0.038 -0.089
O -9.089 -6.365 27.253 0.368 -0.144 0.359
O -8.439 -7.242 -4.902 -0.367 0.32 0.005
O -0.16 -1.037 -5.329 0.172 0.278 -0.313
O 2.794 1.017 -5.148 0.002 0.306 -0.263
O 0.884 -3.397 -4.708 -0.004 0.075 -0.12

Results
total energy: -103411.505 eV
total energy less fixed offsets of O -438.25, Si -107.07 eV per atom: -5.305 eV
